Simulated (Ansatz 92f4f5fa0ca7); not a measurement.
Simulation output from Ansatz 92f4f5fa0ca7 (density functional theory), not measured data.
Periodic cell of 244 atoms, Si164O80, from a study of silicon, its oxide and their interface. The atomic structure is a simulated model.
Doubt: the cutoff is far below the 930 eV that the study's wrapper takes by default for these files, so forces and energies are approximate.
This geometry differs little from another in the collection (a relaxation step or a small displacement).

Settings: functional PBE; potential files Ansatz PAW; basis plane waves; wave-function cutoff 580 eV; density cutoff ratio 5; exchange-correlation grid ratio 1; k mesh 1 x 1 x 1, Gamma-centred; self-consistency stop 5e-08 eV per atom in the density residual; occupations fixed; spin none; net charge 0.

Cell vectors (angstrom)
a 10.938 0 0
b 0 10.938 0
c 0 0 37.3101

Atoms and the computed forces on them: element, x, y, z (angstrom), force x, y, z (eV/angstrom)
Si 0 0 0.683 0.0704 -0.0049 0.0495
Si 5.469 0 0.683 -0.024 -0.0185 -0.0609
Si 2.7345 2.7345 0.683 0.0343 -0.0429 -0.0435
Si 8.2035 2.7345 0.683 -0.0441 0.0349 0.0528
Si 0 5.469 0.683 0.0341 -0.0166 -0.0762
Si 5.469 5.469 0.683 0.0335 -0.0042 0.0627
Si 2.7345 8.2035 0.683 0.063 -0.0148 0.0605
Si 8.2035 8.2035 0.683 0.0301 -0.0498 -0.0515
Si 1.3673 1.3673 2.0503 0.0801 0.0228 0.1745
Si 6.8362 1.3673 2.0503 -0.0934 -0.2799 -0.1834
Si 4.1018 4.1018 2.0503 -0.1434 -0.2567 0.0481
Si 9.5708 4.1018 2.0503 0.2853 0.0567 -0.1399
Si 1.3673 6.8362 2.0503 -0.2172 -0.2002 -0.2056
Si 6.8362 6.8362 2.0503 0.2125 0.1651 0.0472
Si 4.1018 9.5708 2.0503 0.1357 0.1979 -0.1572
Si 9.5708 9.5708 2.0503 -0.0481 -0.1075 0.195
Si 2.7345 0 35.2586 0.0104 0.0446 0.0079
Si 8.2035 0 35.2586 -0.142 0.0239 0.0529
Si 0 2.7345 35.2586 -0.0416 0.0819 -0.2141
Si 5.469 2.7345 35.2586 -0.1456 0.1374 0.1656
Si 2.7345 5.469 35.2586 0.0172 -0.0054 -0.0734
Si 8.2035 5.469 35.2586 -0.0075 0.0289 0.0535
Si 0 8.2035 35.2586 0.028 0.1135 0.2519
Si 5.469 8.2035 35.2586 0.0438 -0.0183 -0.2247
Si 4.1018 1.3673 36.6258 -0.0034 0.0199 -0.0048
Si 9.5708 1.3673 36.6258 -0.0043 -0.0144 -0.006
Si 1.3673 4.1018 36.6258 -0.0083 0.0267 -0.0123
Si 6.8362 4.1018 36.6258 0.009 -0.0227 -0.0004
Si 4.1018 6.8362 36.6258 -0.0681 0.039 -0.0083
Si 9.5708 6.8362 36.6258 -0.0091 -0.007 -0.0066
Si 1.3673 9.5708 36.6258 -0.0431 0.0037 0.0073
Si 6.8362 9.5708 36.6258 -0.065 0.069 0.0133
Si 2.1856 3.0155 27.1615 -0.0068 0.0164 0.0168
Si 8.149 -5.3955 29.5469 0.0041 -0.0033 -0.0031
Si 2.7555 6.3795 20.0684 0.0037 -0.0016 0.0014
Si 7.7284 -2.1143 27.0689 -0.001 0.0029 -0.016
Si -0.2629 0.588 27.2983 0.0044 0.0007 0.0024
Si 0.5641 4.8964 27.0705 0.0084 -0.012 -0.0066
Si 3.2163 7.8624 27.3146 -0.0076 0.0525 -0.0242
Si 8.707 13.0805 27.1633 -0.0071 -0.0013 -0.0218
Si -1.4265 1.4308 31.2499 -0.0049 -0.0028 -0.0019
Si 4.3084 -0.1101 20.5205 -0.0044 0.0092 0.005
Si 4.1216 1.4553 31.1319 -0.0015 -0.0026 0.0026
Si 9.3281 8.1273 24.4899 0.0055 -0.0047 0.0082
Si 1.2447 1.5743 28.7933 -0.0132 0.0029 0.0006
Si 6.708 7.0829 28.3336 -0.0027 0.001 0.0053
Si -1.3696 9.7032 28.3495 0.0035 0.0065 0.0065
Si 14.719 10.1713 26.5699 -0.0037 -0.0279 -0.0681
Si 2.5695 0.0888 30.0287 0.0139 0.0402 0.0053
Si 6.8885 1.2097 28.3952 0.0078 0.0182 0.012
Si -4.7572 -0.2355 26.5951 -0.0056 -0.0184 0.039
Si 7.3516 6.9458 22.5661 -0.007 -0.0054 0.0038
Si 5.4444 2.7456 29.5568 0.0026 -0.0012 -0.0004
Si 11.6284 1.3226 23.1876 0.0115 0.0028 0.0148
Si -0.145 2.9392 29.9953 0.0097 0.0121 0.0093
Si 3.8414 9.5506 28.8064 0.0557 -0.056 0.0237
Si 4.9228 6.1784 27.0197 -0.0023 -0.0125 0.0019
Si 8.2413 0.0001 29.886 0.0051 -0.0025 -0.0007
Si 1.3777 4.2237 31.2137 -0.003 0.0081 -0.0065
Si 6.8056 4.1346 30.9788 -0.0004 -0.0024 -0.0062
Si 4.113 6.8923 31.1644 -0.004 -0.0035 0.0018
Si 9.5318 6.8497 31.0248 0.0041 0.0015 0.0011
Si 1.2346 9.5436 31.2039 -0.0146 -0.0124 0.0271
Si 6.896 9.6224 31.2712 0.0053 0.0063 0.0047
Si -0.0712 0.014 32.5714 -0.0062 -0.0032 0.0052
Si 5.4651 0.0636 32.539 0.0057 -0.0029 -0.005
Si 2.7294 2.7794 32.5267 -0.0027 0.0025 -0.0019
Si 8.1205 2.8102 32.51 0.0003 -0.0026 0.0043
Si -0.0354 5.5572 32.517 0.0025 0.0002 0.0027
Si 5.475 5.4694 32.4674 -0.0062 0.001 0.0016
Si 2.7008 8.2194 32.5256 0.0057 0.005 0.0007
Si 8.2226 8.1722 32.5343 0.0037 -0.0003 0.0021
Si 1.3701 1.3649 33.8837 0.0091 -0.0063 0.0023
Si 6.8335 1.4009 33.9068 -0.0028 0.0001 0.0013
Si 4.1192 4.1175 33.8834 0.0044 0.0014 0.0014
Si 9.5607 4.1246 33.8704 0.0038 0 0.0026
Si 1.3601 6.8589 33.9067 -0.0036 0.0013 -0.0007
Si 6.8336 6.8108 33.8793 0.0031 0.004 0.0044
Si 4.0952 9.5867 33.8776 -0.0021 -0.0018 0.003
Si 9.5521 9.5535 33.9178 -0.0022 0.0038 0.0088
Si 2.7438 -0.0175 3.4276 -0.0007 -0.002 0.0012
Si 8.1855 -0.0059 3.4254 0.0007 0.0011 0.0001
Si -0.0068 2.7299 3.4289 -0.0003 -0.0001 0.0012
Si 5.4479 2.6754 3.4076 -0.0007 0.0005 -0.0018
Si 2.6835 5.4304 3.3958 -0.0002 0.0001 -0.0023
Si 8.2557 5.4881 3.4041 0.0008 -0.0009 -0.0022
Si -0.001 8.1669 3.4273 0.0004 -0.0013 0
Si 5.5076 8.2557 3.3996 -0.0001 -0.0001 -0.0006
Si 4.125 1.2908 4.8589 -0.0009 -0.0008 0.0028
Si 9.571 1.3387 4.7758 -0.0009 -0.0002 0.0018
Si 1.3487 4.0658 4.8509 0.0004 -0.0003 0.0007
Si 6.9169 4.0221 4.6376 0.0016 0.0002 -0.0006
Si 4.0982 6.8395 4.6042 -0.0013 0.0002 -0.0007
Si 9.614 6.8091 4.8771 -0.0005 -0.0009 0.0022
Si 1.4083 9.4992 4.7634 0.0007 -0.0006 0.0009
Si 6.8672 9.5831 4.8747 -0.0002 0.0018 0.0035
Si -0.0037 -0.0895 6.0691 -0.0011 -0.0011 -0.0034
Si 5.502 -0.0328 6.3428 -0.0011 -0.002 0.0048
Si 2.7377 2.669 6.1884 -0.0004 -0.0023 0.0016
Si 9.5042 4.0368 7.6574 -0.0014 0.0012 0.0057
Si 0.0217 5.4188 6.316 -0.0017 -0.0008 0.0035
Si 5.5158 5.446 5.7697 0.0023 0.0004 -0.005
Si 2.8283 8.1189 6.091 0.0014 -0.0017 -0.004
Si 8.2502 8.2055 6.2428 0.001 0.0012 -0.0006
Si -2.4362 0.3742 11.2757 -0.0024 0.0034 -0.006
Si 8.2064 2.728 6.1375 -0.002 0.0003 -0.0004
Si 4.2513 4.1555 7.2006 -0.0025 0 -0.0047
Si 8.2123 9.6047 18.0365 -0.0012 -0.0056 0.0087
Si 3.4009 5.7953 8.6276 -0.0048 -0.0085 0.0069
Si 5.1664 7.4889 8.7918 0.0003 0.0004 0.003
Si -1.2911 9.5782 7.6328 0.0015 -0.0002 0.002
Si 12.2159 13.8913 13.3133 0.0075 0.0018 0.0047
Si 4.6967 4.1125 10.609 0.0006 -0.0065 0.0111
Si 12.0304 -2.8096 11.7987 0.0082 -0.002 -0.0058
Si 5.0688 5.9588 14.7288 0.0054 -0.0004 0.0017
Si 1.5118 6.7967 7.5681 0.0006 0.0006 -0.0006
Si 0.2687 5.8593 24.9227 0.0049 -0.0024 0.0165
Si 6.8825 1.4487 7.6475 0.0002 0 0.0018
Si 0.5815 8.5969 8.7738 -0.0057 -0.0058 0.011
Si 5.9063 3.3708 8.693 0.0024 -0.0006 -0.0026
Si 7.6281 4.0111 21.5237 -0.0015 0.0027 0.0009
Si 14.8502 -4.0995 17.4962 -0.001 -0.0045 0.0047
Si -3.3095 5.1015 8.7295 -0.0046 -0.0014 -0.0004
Si 9.005 -0.2438 22.9747 -0.0035 -0.0063 -0.0006
Si 8.6711 11.3958 8.8648 -0.0019 -0.0025 0.0003
Si 12.2774 12.1528 7.4752 0.0008 0.0015 -0.0026
Si -1.2534 7.0121 17.9414 -0.0002 -0.003 0.0029
Si 3.9323 12.6922 12.6286 -0.0057 0.0059 -0.0051
O 19.0635 3.9439 15.8408 0.0019 -0.0022 0.0034
O -12.8424 5.6546 18.5732 -0.0011 0.0024 0.0034
O -0.2802 6.5212 16.7193 -0.0012 -0.0033 -0.0012
O 30.9467 9.899 11.8687 0.004 -0.0032 0.0016
O 23.2256 5.6573 19.653 -0.003 -0.0005 0.0009
O -1.4134 1.6051 11.6809 -0.0036 -0.0044 0.0034
O 7.2154 -9.2049 17.1935 -0.0012 -0.0053 -0.0006
O 0.5448 9.5844 20.7815 -0.0013 0.0013 0.0008
O 33.9767 -0.7795 18.3508 0.0023 0.0006 -0.0002
O 4.7128 -2.6887 17.5728 -0.0008 -0.0037 0.0016
O 14.0153 -0.8428 16.5623 -0.0005 0.0017 -0.0013
O -2.5425 10.051 21.6051 0.0004 0.0001 0.0054
O -0.3351 7.8698 19.0058 0.0018 -0.0024 0.0051
O -1.379 -9.2707 16.2052 0.0005 -0.0036 -0.0021
O -13.8657 14.5826 19.9792 -0.0006 -0.0006 0.0002
O 8.202 -2.8616 25.6624 0.0024 0.0046 0.0096
Si -15.1132 12.2471 13.5794 -0.0013 0 -0.0067
Si 9.6325 -1.573 13.3094 -0.0061 0.0003 -0.0058
Si 21.4112 2.1286 8.7109 -0.0015 -0.0009 0
Si -0.3618 -9.9327 15.1145 0.0023 0.004 -0.001
Si -10.9561 -2.7336 29.635 0.0041 -0.0051 -0.0135
Si -25.7988 -12.3652 20.9173 -0.0001 0.0022 0.002
Si -10.1079 -17.6387 20.2484 -0.0025 -0.0032 0.0054
Si 34.9658 -26.8475 13.5759 0.0033 -0.0039 -0.0038
Si 1.057 29.1682 16.1973 -0.0021 0.0019 0.0092
Si 5.1786 -18.6568 23.2575 -0.0011 0.0071 -0.0077
Si 16.4403 8.3377 29.9174 -0.027 0.0125 0.0098
Si -4.3512 17.3486 10.5563 0.0043 0.0064 -0.0113
Si -1.3458 -6.8609 28.2593 -0.0096 -0.0021 0.0077
Si 4.0375 -6.7461 28.1915 -0.004 -0.0011 0.0033
Si 13.3133 10.6773 10.9559 -0.0037 0.0058 -0.0105
Si 6.9861 12.1858 24.8956 -0.0065 0.0404 -0.0073
Si 9.105 4.0105 18.7992 0.0007 -0.0001 -0.0018
Si 18.0195 11.1599 16.5144 -0.0035 0.0036 -0.0111
Si -2.438 2.7343 16.8854 0.0012 0.0088 -0.0008
Si 23.8806 8.9772 21.2296 0.0033 0.0024 0.0069
Si 16.073 6.0943 24.6281 -0.0017 -0.0016 0.0147
Si -8.1478 -5.4378 29.7776 -0.0058 -0.0054 -0.0023
Si -18.9643 -8.6043 21.3893 0.0034 -0.001 -0.0026
Si -19.2647 17.6562 23.0412 0.0013 0.0036 0.0052
Si 12.3477 -15.1158 28.3387 0.0047 -0.0095 0.011
Si 2.3004 21.2741 8.6722 -0.0001 -0.0017 0.0032
Si 21.8534 -12.408 19.2415 -0.0016 -0.0012 0.0051
Si 26.2709 -1.0975 17.4779 -0.0067 -0.0084 -0.0035
Si 10.2401 3.9161 22.9909 0.0033 0.0091 0.0052
Si 10.9808 12.822 10.9615 0.0025 -0.0005 -0.0081
Si 15.1026 9.3673 7.6228 0.0009 -0.0026 0.0023
Si 6.7649 -4.2333 7.2585 0.0035 0.0005 -0.0027
Si -3.5295 4.1956 14.3953 -0.002 0.0045 -0.0014
Si 1.7991 0.8273 26.0049 -0.0131 -0.0227 -0.0384
Si 1.4753 10.1702 16.7514 -0.0029 -0.0052 0.0018
Si 40.3635 -14.8363 13.4235 -0.0063 -0.0057 -0.0109
O 0.0792 13.1756 14.1463 -0.0032 -0.0028 0.0029
O -19.5482 -3.8819 17.1802 0.0058 0.002 0.0054
O -9.2191 -4.2798 12.1583 -0.0022 -0.0025 0.0002
O 4.2168 -22.4064 18.9726 -0.0045 0.0048 0.0164
O 12.614 23.308 21.9172 0.0034 -0.001 -0.0052
O -8.4203 -2.9476 20.0305 -0.0006 0.008 0
O 7.1691 -12.5024 19.2974 0.0006 -0.0001 0.0005
O 11.0083 -13.3079 12.9836 -0.0009 0.0024 0.001
O -35.1966 -2.6862 13.8986 0.0027 0.0006 0.0037
O -27.2508 -0.3119 16.701 0.0104 0.0073 -0.006
O 8.1296 5.5056 13.6934 0.0008 0 0.0018
O 1.6127 4.4556 13.7884 0.0007 -0.0001 0.0017
O -7.263 2.9764 22.6777 -0.0004 0.0008 0.0005
O -7.0264 -25.8299 23.978 -0.0017 -0.0041 -0.0013
O -5.9044 4.5227 24.212 0.0027 -0.0031 0.0007
O 13.1511 -7.5617 20.3546 0.0032 -0.0051 0.0068
O 23.4795 -5.1208 23.9573 0.0058 -0.0018 0.0009
O 14.6026 11.4765 11.5693 0.0053 -0.0002 0.0034
O -14.3148 -5.3091 21.6494 0 0.0023 0.0046
O -1.3229 9.6725 24.0953 -0.0044 0.011 0.0001
O 22.678 3.099 11.7498 0.0011 0.0043 0.0006
O -0.6439 22.5144 22.5805 -0.012 0.0055 -0.0069
O -5.2527 -8.9236 24.2369 0.0239 -0.0192 0.0167
O 11.6488 -2.0565 16.1105 0.0014 0.0052 0.0038
O 17.4098 28.5527 23.9032 0.0057 0.0022 -0.0065
O 13.5335 12.9529 13.5116 0.0042 -0.004 -0.0001
O -18.1078 -4.9042 13.756 -0.0039 0.0024 -0.0029
O -7.6023 4.8991 10.0626 0.0092 0.012 -0.006
O -9.0701 -13.7542 22.6218 -0.002 0.0044 -0.0048
O 27.6456 21.4674 21.1749 0 -0.0017 -0.0011
O 18.1946 -10.5287 14.8668 0.0015 -0.0007 0.0137
O 7.3206 7.2177 11.7936 0.007 0.0052 0.024
O -10.8072 4.4766 21.7015 0.0002 0.0015 -0.0018
O -15.2127 -2.8686 21.6028 -0.0015 -0.0009 0.0077
O 10.0154 -5.8694 24.1104 -0.0043 -0.008 -0.01
O 3.105 -15.894 21.6381 -0.001 0.0007 0.0007
O -1.0047 -0.2945 14.3174 -0.0006 0 0.0039
O 28.011 -3.7998 14.2743 0.0026 -0.0001 -0.0001
O -7.004 -15.8058 18.9603 0.0024 0.0011 -0.0008
O -8.6203 -12.6569 11.7194 0.0003 -0.0054 0.0061
O 17.1341 -7.5436 21.9867 0.0021 0.0034 0.0031
O 11.8891 -10.4124 11.2461 -0.002 0.003 0
O 16.5916 5.2678 11.3135 -0.0112 -0.0064 -0.0118
O 19.7162 3.3909 22.5106 -0.0011 -0.0015 0.0017
O -14.0932 -21.2924 23.6376 -0.0108 -0.0008 0.0238
O 36.8282 -20.3927 20.5677 -0.0001 -0.0049 0.0019
O 41.6179 18.367 23.1153 -0.0034 -0.0022 -0.0071
O 1.428 17.7552 14.7254 -0.002 -0.0051 -0.012
O 0.3239 -35.6655 10.3513 0.0018 0.0042 -0.0105
O -5.7992 -9.5399 13.6486 0.0029 -0.0015 0.0059
O -7.7608 -0.8601 21.4278 0.0025 0.0009 -0.0014
O 10.6445 -18.2754 19.2484 0.0002 0.0016 0.0007
O 21.6281 7.4207 25.0515 -0.0101 0.0071 0.0009
O -5.1188 4.5232 14.5704 0.0003 -0.0021 0.0031
O 29.9147 13.2623 25.6231 -0.0017 -0.0129 0.0124
O -14.3996 2.79 13.5699 0.0009 -0.0009 0.0026
O 28.9901 11.5906 12.1161 -0.0043 -0.0013 0.0048
O 20.4926 10.2576 18.7719 0.0006 0.0012 -0.0014
O -20.3652 22.453 24.3824 0.0036 0.0055 0.0259
O 15.5627 -4.9319 16.3001 0.0024 0.0004 0.0024
O -24.2678 40.9068 17.4287 -0.0025 0.0048 0.0043
O 11.8794 11.4757 15.9659 0.0025 -0.0011 0.0025
O 0.1975 13.7158 23.7424 0.0023 0.0047 -0.0039
O 4.2675 35.917 11.793 -0.0043 -0.0096 0.0041

Results
free energy: -149751.393 eV
free energy less fixed offsets of O -568.88, Si -635.61 eV per atom: -0.953 eV

The program warned: the cutoff lies below the one the program advises for these potential files; the exchange-correlation potential is rough where the density is thin.
